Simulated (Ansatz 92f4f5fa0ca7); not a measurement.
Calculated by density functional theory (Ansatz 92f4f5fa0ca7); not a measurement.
Periodic cell of 210 atoms, Si128O78As4, from a study of silicon, its oxide and their interface. The atomic structure is a simulated model.
Doubt: the cutoff is far below the 930 eV that the study's wrapper takes by default for these files, so forces and energies are approximate.
This geometry differs little from another in the collection (a relaxation step or a small displacement).

Settings
functional: PBE
potential files: Ansatz PAW
basis: plane waves
wave-function cutoff: 580 eV
density cutoff ratio: 5
exchange-correlation grid ratio: 1
k mesh: 1 x 1 x 1, Gamma-centred
self-consistency stop: 5e-08 eV per atom in the density residual
occupations: fixed
spin: none
net charge: 0

Cell vectors (angstrom)
a	10.938	0	0
b	0	10.938	0
c	0	0	31.0765

Atoms and the computed forces on them: element, x, y, z (angstrom), force x, y, z (eV/angstrom)
Si	10.3285	0.5816	23.5767	-0.0299	0.0275	-0.0085
Si	5.7434	10.6673	23.8561	-0.0207	0.0132	0.0028
As	2.2823	3.2346	23.4508	0.0246	-0.0239	0.0365
Si	8.7123	2.466	23.6579	-0.0433	-0.0132	0.0125
As	0.4247	5.0395	23.4766	-0.0232	0.027	0.046
Si	5.1301	5.9148	23.8311	-0.0266	-0.0195	-0.014
Si	3.3277	7.5202	23.5692	0.0272	0.0449	-0.0012
Si	7.4712	8.96	23.7661	0.0053	-0.0105	-0.004
Si	1.2711	1.4681	24.823	0.0041	-0.0283	-0.0131
Si	6.8849	1.4733	24.9232	0.0399	0.0337	-0.034
Si	4.0013	4.1544	24.947	0.059	-0.0033	-0.0355
Si	9.6948	4.1205	25.0017	0.0067	-0.0401	-0.0496
Si	1.4321	6.767	24.8548	0.0194	-0.0041	-0.0374
Si	6.8329	6.9868	24.9927	-0.0138	-0.0062	-0.0028
Si	4.0299	9.4827	24.8958	-0.0427	-0.0278	-0.0093
Si	9.4786	9.6882	24.8467	0.0245	0.0135	-0.0068
Si	2.6691	0.0214	26.1942	0.0378	0.0043	-0.0051
Si	8.1785	0.0518	26.3291	-0.0281	-0.0092	0.0058
Si	0.002	2.709	26.3659	0.1432	0.1516	-0.0547
Si	5.4357	2.7752	26.2566	-0.0199	-0.0222	0.0038
Si	2.7272	5.5064	26.356	-0.1548	-0.1185	-0.0301
Si	8.2174	5.5067	26.2553	-0.0001	0.0154	0.007
Si	-0.0162	8.2221	26.1699	-0.0122	0.0023	0.0096
Si	5.4175	8.2421	26.3699	0.0139	0.0329	-0.0012
Si	4.1018	1.3673	27.6582	-0.1319	-0.1426	-0.5788
Si	9.5708	1.3673	27.6582	-0.1399	-0.1349	0.5962
Si	1.3673	4.1018	27.6582	0.0751	-0.0106	0.3963
Si	6.8362	4.1018	27.6582	-0.0445	0.2303	-0.3798
Si	4.1018	6.8362	27.6582	0.0337	0.0911	0.6764
Si	9.5708	6.8362	27.6582	0.2256	0.215	-0.4274
Si	1.3673	9.5708	27.6582	-0.2491	0.0606	-0.6538
Si	6.8362	9.5708	27.6582	-0.1204	0.3251	0.3567
Si	0	0	29.0255	-0.0786	-0.0362	0.0365
Si	5.469	0	29.0255	0.0803	-0.0706	0.034
Si	2.7345	2.7345	29.0255	-0.023	0.0676	0.0152
Si	8.2035	2.7345	29.0255	0.076	-0.0397	0.0113
Si	0	5.469	29.0255	0.0681	-0.0467	0.0028
Si	5.469	5.469	29.0255	0.0155	0.0582	0.0409
Si	2.7345	8.2035	29.0255	0.0766	-0.0813	0.0111
Si	8.2035	8.2035	29.0255	0.0175	0.0666	-0.014
Si	1.3673	1.3673	30.3927	0.0488	-0.0257	0.0045
Si	6.8362	1.3673	30.3927	-0.0952	0.0562	-0.0178
Si	4.1018	4.1018	30.3927	0.047	-0.0753	0.0111
Si	9.5708	4.1018	30.3927	-0.0686	0.0802	-0.0249
Si	1.3673	6.8362	30.3927	-0.0714	0.0502	-0.0212
Si	6.8362	6.8362	30.3927	0.0077	-0.0134	0.0113
Si	4.1018	9.5708	30.3927	-0.0392	0.0713	-0.0198
Si	9.5708	9.5708	30.3927	-0.0023	-0.0154	0.0184
Si	2.7345	0	0.6835	0.0641	-0.0809	0.0124
Si	8.2035	0	0.6835	-0.0164	0.0327	-0.0079
Si	0	2.7345	0.6835	-0.0472	0.0132	-0.0243
Si	5.469	2.7345	0.6835	0.0834	-0.037	0.023
Si	2.7345	5.469	0.6835	0.0144	0.047	-0.0106
Si	8.2035	5.469	0.6835	0.0704	-0.0714	0.0089
Si	0	8.2035	0.6835	0.0649	-0.0667	0.0152
Si	5.469	8.2035	0.6835	-0.0468	0.0279	-0.0175
Si	4.1018	1.3673	2.0507	-0.0749	0.0243	-0.026
Si	9.5708	1.3673	2.0507	0.0592	-0.0149	-0.0066
Si	1.3673	4.1018	2.0507	-0.0614	-0.0811	-0.0084
Si	6.8362	4.1018	2.0507	-0.0599	0.0949	-0.0358
Si	4.1018	6.8362	2.0507	0.0671	-0.0171	-0.0039
Si	9.5708	6.8362	2.0507	-0.0816	0.0421	-0.0198
Si	1.3673	9.5708	2.0507	-0.0818	0.0669	-0.0458
Si	6.8362	9.5708	2.0507	0.0001	-0.0264	-0.0038
Si	0	0	3.418	0.1212	-0.0675	-0.6189
Si	5.469	0	3.418	-0.002	-0.0594	0.6756
Si	2.7345	2.7345	3.418	-0.2774	-0.4687	-0.4417
Si	8.2035	2.7345	3.418	0.0947	0.0403	0.4637
Si	0	5.469	3.418	-0.0245	-0.2074	0.7023
Si	5.469	5.469	3.418	0.2723	0.0675	-0.6787
Si	2.7345	8.2035	3.418	-0.027	-0.0319	0.4317
Si	8.2035	8.2035	3.418	0.2379	0.0958	-0.5184
Si	1.3855	1.302	4.7569	-0.011	-0.0126	0.0123
Si	6.8703	1.3607	4.8467	0.0034	0.0163	-0.0008
Si	4.1219	4.073	4.6632	0.1588	0.1439	0.0809
Si	9.5837	4.0556	4.8921	-0.0102	-0.005	-0.0042
Si	1.3934	6.8092	4.8479	0.0197	0.0171	0.0012
Si	6.8803	6.8152	4.7144	-0.1622	-0.1696	0.0787
Si	4.0997	9.54	4.8632	-0.0101	-0.0216	-0.0007
Si	9.6051	9.5536	4.7164	0.0121	0.0091	0.0208
Si	2.6605	-0.0553	6.2412	0.0214	0.0148	0.0105
Si	8.2985	-0.0675	6.1494	-0.0267	-0.0306	0.0047
Si	0.0507	2.5705	6.2173	0.0164	0.0207	0.0108
Si	5.4336	2.8066	6.1005	-0.0029	-0.0225	0.0307
Si	2.863	5.3748	6.0987	-0.0327	0.0078	0.0184
Si	8.1271	5.4805	6.2012	0.0143	0.0062	0.0255
Si	-0.0431	8.2021	6.1587	-0.0224	-0.0263	0.0046
Si	5.5075	8.0648	6.1263	0.0055	0.0296	0.0056
Si	3.7114	1.7626	7.3536	0.001	0.0122	0.0034
Si	10.0574	0.7647	7.5542	-0.0009	0.0052	0.0001
Si	1.8804	3.5934	7.3183	0.0014	-0.0201	0.0091
As	6.3739	4.5025	7.6005	0.0054	-0.0179	-0.0529
As	4.5547	6.3425	7.5814	-0.0351	0.0222	-0.0314
Si	9.0453	7.35	7.3883	-0.0006	0.0176	-0.0081
Si	0.9704	9.777	7.6154	0.0069	-0.0041	0.0078
Si	7.2879	9.0772	7.3026	0.0125	0.0032	0.0073
O	1.2189	4.3477	8.6482	0.005	0.0037	0.0013
O	4.4925	1.1432	8.6984	0.0036	0.0067	-0.0006
O	6.8488	9.6295	8.8024	-0.005	0.0006	0.0059
O	9.4758	7.2028	8.9854	-0.0017	-0.0118	0.0057
O	9.3586	1.2981	9.0038	-0.0001	0.0034	-0.0014
O	1.4931	8.855	8.9759	0.0014	-0.0033	-0.0006
O	8.505	3.2598	22.186	0.0071	0.0065	-0.0042
O	10.4744	11.0758	21.9747	0.0132	-0.0025	0.0031
O	3.1427	7.4783	21.9007	-0.0165	-0.0173	-0.0088
O	5.8263	5.5207	22.3714	-0.0002	-0.0013	0.003
O	5.0894	0.2163	22.3909	0.0034	-0.0025	0.013
O	7.3984	8.9259	22.0996	0.0031	-0.0011	0.0057
Si	3.6621	7.6681	15.214	0.0004	-0.0008	-0.0008
Si	6.879	9.8514	10.4068	-0.0004	0.006	-0.0117
Si	6.3311	5.8287	20.8558	-0.0124	-0.0047	0.0105
Si	4.2857	0.3084	10.0833	-0.005	0.0048	-0.0077
Si	9.9671	6.9974	10.5158	0.0055	0.0057	-0.0098
Si	1.7594	2.4924	14.622	0.0035	-0.0006	0.0006
Si	2.8893	6.727	12.5387	-0.0037	-0.0017	0.005
Si	9.4411	0.7209	10.5356	0.0014	-0.0098	0.0064
Si	4.834	5.0315	16.5402	-0.0007	-0.002	0.0051
Si	0.758	4.4651	10.1817	0.0004	-0.0012	-0.0049
Si	0.7408	5.059	14.023	0.001	0	-0.0022
Si	2.2069	9.7775	19.2297	0	-0.0076	0.004
Si	2.3229	4.8294	18.5757	0.0049	0.0071	-0.0053
Si	10.7009	5.8767	16.9111	-0.0008	-0.0005	0.0014
Si	5.5106	10.108	15.8524	0	0.0009	0.0022
Si	5.2181	4.6023	12.3748	-0.003	-0.0084	0.0071
Si	7.6856	3.7964	13.9977	-0.0051	0.0001	0.0046
Si	5.3729	0.9681	20.9837	0.0239	0.0008	-0.0039
Si	8.025	8.3659	20.7102	-0.0073	0	-0.0098
Si	10.1593	9.8307	14.5447	-0.0001	-0.001	-0.0024
Si	7.7545	5.7886	16.4016	-0.0022	-0.0022	0.0024
Si	7.5767	8.2281	14.6606	-0.0018	-0.0028	-0.0016
Si	10.4878	10.2109	20.594	0.0042	0.0048	0.007
Si	9.0482	1.3488	18.6169	-0.0061	0.0038	0.0078
Si	9.7499	3.3779	11.9762	0.0111	0	0.0055
Si	6.6265	10.3029	18.7428	-0.0044	0.0036	0.0062
Si	2.5047	8.7985	10.3002	-0.0054	0.0185	0.0003
Si	3.2974	1.9074	19.1877	0.0074	-0.0057	-0.0138
Si	3.0017	2.6265	11.6984	-0.0074	-0.0126	-0.0026
Si	7.7164	3.062	20.764	-0.0038	-0.0034	0.0142
Si	1.0972	8.4656	16.626	0.0006	0.002	0.0034
Si	0.2402	9.7284	11.6613	0.0041	-0.003	-0.0039
Si	9.6402	1.6992	15.538	-0.0001	0.0007	0.0021
Si	4.2727	2.0017	16.2641	0.0005	0.0011	0.0025
Si	3.4991	7.1479	20.333	0.0062	0.0106	0.0211
Si	7.1529	6.9669	11.8295	0.006	0.0077	0.0076
O	2.9104	7.3266	10.9829	0.0084	-0.0096	-0.014
O	8.3341	3.9498	12.5087	0	-0.0002	-0.0052
O	1.8706	4.1223	14.7446	-0.0013	0.0001	-0.0008
O	4.1726	2.0017	20.5713	-0.018	0.0116	0.0189
O	9.4962	1.7701	11.7976	-0.0011	0.002	-0.0027
O	-0.0289	7.4651	17.2553	0.0002	-0.0008	-0.0006
O	6.7617	1.7853	21.0813	-0.0078	-0.0006	-0.0041
O	7.3674	9.0129	19.3795	0.0017	0.0001	-0.0021
O	8.2656	10.5756	10.8717	0.0029	0.0019	0.0028
O	4.557	6.3174	15.5362	-0.0007	0.0012	-0.0006
O	3.2028	1.1985	10.9245	0.001	0.0053	0.0049
O	9.5895	8.836	20.6942	0.0001	-0.0035	-0.002
O	7.0368	7.308	13.4264	0.0003	0.0007	0.0008
O	10.8622	-0.0713	10.546	0.0006	0.0011	0.0007
O	7.9773	5.0449	14.9756	0.0007	-0.0013	-0.0021
O	7.681	6.7654	20.7002	0.0095	0.0053	0.0002
O	10.4125	8.359	11.2681	-0.001	-0.0002	-0.0003
O	8.4171	2.5212	14.7747	0.0008	-0.0002	-0.0016
O	6.6934	9.599	14.8402	0.0004	0.0004	-0.0012
O	10.0525	0.2796	19.3623	0.0001	-0.0007	-0.001
O	0.8905	5.0228	17.7659	-0.0032	-0.0003	0.0074
O	8.7646	2.6508	19.5727	0.008	-0.0049	-0.0084
O	1.9503	3.7145	11.036	0.0034	0.0048	-0.0006
O	2.2714	7.4883	16.0473	-0.0008	0.0001	-0.0016
O	10.742	10.2876	13.1074	-0.0019	0.0007	0.0012
O	5.5038	10.7904	19.8097	-0.0037	0.0017	-0.0002
O	5.7189	10.9475	10.8188	0.0028	-0.0004	-0.0006
O	4.2941	1.8962	17.8905	-0.003	0	0.0011
O	5.0465	6.5769	20.1261	-0.0009	-0.0005	-0.0073
O	2.35	2.1452	13.1308	-0.0018	0.0002	0.0028
O	1.6415	9.501	17.7349	-0.0001	-0.0016	-0.0034
O	1.8392	9.5173	11.6101	0.0003	-0.0038	-0.0059
O	2.5869	0.4342	19.2316	-0.0006	0.0051	0.0056
O	9.1176	8.6117	14.3267	0.0008	0.0006	-0.0002
O	3.4149	7.8396	13.6079	-0.0005	0.0002	-0.0007
O	2.7354	1.8132	15.7326	-0.0012	0	-0.0019
O	2.3426	3.2573	19.1159	-0.0033	-0.0033	0.0093
O	3.7559	9.7142	9.8127	-0.0026	-0.0132	0.0041
O	3.8887	5.4635	12.7575	0.0063	0.0008	-0.0115
O	3.3202	8.596	19.5485	-0.0004	0.0036	-0.0056
O	6.1587	5.6776	11.5378	-0.0021	-0.0037	-0.0153
O	4.8059	3.5113	15.8877	0	0.0001	-0.0016
O	-0.1135	5.671	15.2743	-0.0003	0.0004	-0.0013
O	7.6426	0.5727	18.348	0.0012	-0.0025	-0.0025
O	0.4892	9.3657	15.4306	-0.0006	-0.0001	-0.0019
O	4.2387	9.1243	15.6326	-0.0009	-0.0006	-0.0006
O	0.3584	6.0239	10.5162	0.0025	-0.0041	0.0015
O	9.3694	0.1231	15.2474	-0.0003	-0.0004	-0.0012
O	10.8138	4.0449	13.048	-0.001	-0.0008	-0.0011
O	0.2102	2.0423	14.9609	-0.0013	-0.0004	-0.0016
O	9.6148	1.8996	17.174	0.0015	0	-0.0049
O	9.1259	5.5363	17.2891	0.0001	0.0003	-0.0002
O	6.0895	3.9021	13.5901	0.0014	0.0018	-0.0024
O	6.8368	4.3658	20.296	-0.0047	0.0024	-0.0023
O	2.4672	5.979	19.7582	-0.0058	-0.0107	0.0003
O	3.662	5.0541	17.6655	-0.002	-0.0018	-0.0029
O	1.0468	9.6306	20.3573	-0.0014	0.0006	-0.0024
O	10.2509	3.7489	10.4694	-0.0072	-0.0016	0.0021
O	4.5076	3.3047	11.6424	0.0069	0.0061	-0.0069
O	1.412	6.2237	13.0908	0	-0.0004	-0.0004
O	6.374	5.2431	17.117	0.0009	0.0008	-0.0022
O	8.6556	6.4983	11.3654	-0.0068	-0.0055	-0.0029
O	7.5493	7.377	16.0575	0.0007	0.0015	-0.0011
O	5.1714	0.7688	15.6337	-0.0005	-0.0013	-0.0025
O	5.9056	9.8294	17.3928	0.0001	-0.0016	-0.0044
O	6.7169	8.3627	11.0765	-0.0051	-0.0089	-0.0006

Results
free energy: -145155.357 eV
free energy less fixed offsets of As -4856.12, O -568.88, Si -635.61 eV per atom: -0.157 eV

The program warned: the cutoff lies below the one the program advises for these potential files; the forces do not sum to zero within the program's tolerance; the exchange-correlation potential is rough where the density is thin.
